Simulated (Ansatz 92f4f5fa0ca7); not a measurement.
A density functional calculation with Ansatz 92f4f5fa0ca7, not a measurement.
Periodic cell of 184 atoms, Si120O64, from a study of silicon, its oxide and their interface. The atomic structure is a simulated model.

Settings
functional: r2SCAN
potential files: Ansatz PAW
basis: plane waves
wave-function cutoff: 800 eV
density cutoff ratio: 5
exchange-correlation grid ratio: 1
k mesh: 1 x 1 x 1, shifted by 0.5 0.5 0 of a step
self-consistency stop: 1e-10 eV per atom in the density residual
occupations: fixed
spin: none
net charge: 0

Cell vectors (angstrom)
a	10.887	0	0
b	0	10.887	0
c	0	0	27.4207

Atoms: element, x, y, z (angstrom)
Si	-4.8417	2.9014	-0.7052
Si	-2.1741	7.9319	-7.7489
Si	4.2875	14.6319	0.6289
Si	-1.6939	1.034	-6.4683
Si	11.6254	-5.7933	-1.3289
Si	8.2908	7.2721	-0.1163
Si	4.8494	10.2525	1.3644
Si	3.3315	13.7391	-7.5758
Si	9.7765	4.0369	-6.039
Si	8.0588	5.5257	2.8557
Si	0.3332	10.1582	0.1408
Si	18.4129	15.9759	-4.377
Si	4.0728	6.0143	1.1025
Si	5.4808	8.371	2.7345
Si	11.3435	7.7352	2.8632
Si	18.9585	3.5943	-1.6852
Si	1.2952	1.1509	1.3623
Si	2.9528	0.1083	2.6901
Si	-1.1086	8.7412	1.3529
Si	2.3407	6.0161	2.813
Si	5.3668	3.0209	2.6999
Si	8.5447	-0.5348	2.7478
Si	4.2415	11.3982	-1.4448
Si	10.8613	2.6629	2.6532
Si	1.3738	4.1202	3.9646
Si	4.1993	1.4843	4.0886
Si	1.5234	9.5351	4.0155
Si	4.0303	7.0271	4.1324
Si	6.6822	4.2406	4.2024
Si	9.548	1.2709	4.0044
Si	6.9189	9.4895	4.1872
Si	9.5976	6.769	4.154
Si	0.0814	-0.0095	5.3668
Si	2.7548	2.7862	5.3945
Si	-0.0085	5.3445	5.4717
Si	2.727	8.269	5.5714
Si	5.5366	0.0588	5.4482
Si	8.1259	2.7034	5.3449
Si	5.3339	5.5882	5.5066
Si	8.2251	8.1135	5.5299
Si	1.3928	1.3784	6.7503
Si	4.0354	4.1329	6.8234
Si	1.3271	6.7872	6.8079
Si	4.1431	9.5983	6.8297
Si	6.8565	1.4237	6.8135
Si	9.4903	4.0147	6.8012
Si	6.7859	6.8151	6.8583
Si	9.6076	9.5347	6.7714
Si	-0.003	2.6811	8.157
Si	2.7468	0.0331	8.1433
Si	-0.0138	8.1528	8.1878
Si	2.6307	5.4073	8.1951
Si	5.4778	2.7944	8.1514
Si	8.2491	0.0302	8.0981
Si	5.4423	8.1879	8.1949
Si	8.1192	5.4116	8.1669
Si	1.2746	4.0442	9.6013
Si	4.136	1.3773	9.4418
Si	1.4062	9.506	9.5047
Si	4.031	6.749	9.4799
Si	6.7914	4.1244	9.6163
Si	9.5683	1.3277	9.5454
Si	6.8507	9.6054	9.419
Si	9.4095	6.8331	9.5162
Si	0.105	-0.0163	10.8913
Si	2.8265	2.6624	10.8392
Si	-0.235	5.4124	10.8867
Si	2.7001	8.0669	10.8667
Si	5.4524	-0.029	10.7979
Si	8.1209	2.6333	10.8826
Si	5.3698	5.5151	10.9734
Si	8.0664	8.2682	10.8689
Si	1.6788	1.1626	12.2367
Si	2.1812	4.8946	13.3575
Si	1.2261	6.7076	12.1608
Si	4.4118	9.1714	12.0704
Si	8.2882	0.1712	13.5357
Si	9.4098	3.9337	12.3311
Si	6.2374	7.4155	12.1494
Si	9.5359	9.5729	12.1809
Si	-3.7871	6.5324	14.1367
Si	0.7486	7.4927	19.5679
Si	-1.6703	18.0222	14.9806
Si	4.0991	3.999	12.3166
Si	5.5372	2.7168	13.7977
Si	3.316	-3.5222	21.7975
Si	4.6482	11.1669	18.4911
Si	6.7043	12.2077	12.2541
Si	7.736	-0.1061	18.7271
Si	1.2808	0.85	16.6037
Si	-0.1062	8.1145	13.503
Si	10.3144	3.4727	18.4611
Si	3.4447	8.417	19.5666
Si	11.4994	3.0463	13.2277
Si	-4.9857	7.1309	16.0152
Si	-0.6784	2.4075	14.9849
Si	-10.0416	-5.2569	23.0245
Si	-6.7106	30.6734	24.3315
Si	8.9349	0.5593	25.9706
Si	-29.5138	-0.3989	13.6335
Si	22.4294	1.5941	19.4027
Si	-3.1462	-1.4184	16.0956
Si	7.4676	-6.6455	14.1147
Si	-12.7022	4.202	15.8688
Si	-12.6389	14.7723	28.9711
Si	-19.8717	5.0733	18.3548
Si	-11.4869	-2.8932	22.1542
Si	-1.4996	-5.7637	26.9618
Si	12.3781	-1.6618	14.8061
Si	-3.7052	13.4106	28.728
Si	-14.6158	-10.6211	28.5042
Si	2.3804	18.6872	26.6394
Si	-3.6149	-2.8209	24.3266
Si	-28.6232	-20.7401	15.4213
Si	-4.9165	6.4838	18.8539
Si	-16.652	-6.0361	21.2071
Si	-8.0327	28.3874	15.8582
Si	-26.173	-15.0683	28.8793
Si	-13.1869	-0.9744	23.2878
Si	-8.4834	2.5451	27.263
O	6.3927	-13.1385	-10.9413
O	13.0424	-15.3764	-4.9595
O	-18.8301	12.3787	-1.3188
O	-5.3401	1.4837	-1.4594
O	-13.2326	0.0728	-2.9263
O	-9.4255	3.7483	-0.7613
O	-19.1437	16.951	-10.0873
O	-5.1257	5.1447	-7.686
O	-17.9805	-0.9222	-8.266
O	-37.8482	8.4024	-2.858
O	-31.2806	-10.1545	-9.2124
O	-17.2704	-4.6197	-5.7638
O	-46.3901	10.6791	-10.2906
O	-1.0193	15.1686	-7.6294
O	12.7747	-8.6464	-7.1443
O	-20.3865	-15.2568	26.5594
O	-4.8121	-15.6639	17.2728
O	11.9174	-0.6007	15.9537
O	-6.7709	10.497	24.6281
O	-34.578	8.3921	16.0418
O	-15.5902	4.4971	22.3599
O	19.8218	7.7987	21.2712
O	29.1182	-15.1775	23.6051
O	-8.9618	-2.9943	15.6234
O	-9.5601	5.9651	19.5913
O	10.6978	33.294	20.4261
O	-11.6821	9.2806	23.0979
O	18.8659	18.8284	25.8074
O	42.7908	29.3013	18.9405
O	-0.4613	10.8918	26.3153
O	-29.0837	29.1136	27.6441
O	-13.9116	-32.7187	27.0216
O	-41.5958	8.3087	18.8495
O	3.748	-2.319	22.8009
O	35.1763	16.2609	14.8867
O	-3.4674	17.9789	19.2445
O	-6.6762	-20.0747	19.1303
O	-0.0257	1.7354	16.3191
O	15.2258	18.0664	15.6179
O	-3.3866	21.0193	14.6377
O	9.0319	-28.9679	17.4378
O	-28.3158	10.3017	27.1903
O	-12.5857	1.2735	14.345
O	33.2648	8.1214	21.0673
O	-0.327	17.6375	23.1284
O	-13.4253	-20.621	19.5444
O	8.6509	-5.8319	21.8944
O	-6.2649	22.1729	16.8309
O	-1.2082	5.7519	15.7669
O	13.4535	23.3799	15.9194
O	-13.7747	-17.7305	24.1708
O	36.7789	14.4599	21.069
O	-18.67	-2.7954	25.2276
O	0.311	15.3169	22.0624
O	-29.6155	4.0338	18.78
O	-12.8517	2.1811	25.8906
O	-10.234	-17.4928	17.7085
O	-37.3914	-10.9288	18.918
O	-13.3225	10.8567	21.9273
O	-6.1684	-3.3572	18.9908
O	-9.8628	15.8933	24.4899
O	12.4304	9.1363	27.0559
O	-12.4384	2.492	21.6512
O	8.4042	-1.4175	19.3566

Results
free energy: -113247.425 eV
free energy less fixed offsets of O -570.45, Si -639.56 eV per atom: 8.575 eV

Forces (eV/angstrom), in the order of the atoms: element, x, y, z
Si	-0.0118	-0.0325	-0.0463
Si	-0.0386	0.0213	-0.2213
Si	0.0046	-0.0027	-0.0037
Si	0.0469	0.0272	-0.2515
Si	0.0334	0.0192	-0.1711
Si	-0.0228	0.0248	-0.1007
Si	-0.014	0.0025	-0.0547
Si	-0.025	-0.0407	-0.1857
Si	0.0213	-0.0483	-0.2548
Si	-0.0043	-0.0073	0.0087
Si	-0.0003	-0.0014	-0.0797
Si	-0.0303	0.0158	-0.2796
Si	-0.0036	0.0185	-0.0369
Si	-0.0004	-0.0085	-0.0023
Si	0.0027	0.0017	0.0016
Si	0.0144	0.0079	-0.1639
Si	0.0006	-0.0008	0.0022
Si	-0.0086	0.0026	0.0023
Si	-0.0046	0.0035	-0.0026
Si	0.0012	0.0058	0.0003
Si	-0.0001	0.0019	0.0027
Si	0.0057	-0.0017	0.0001
Si	-0.0095	-0.0449	-0.1595
Si	-0.0015	0.0009	0.0005
Si	-0.002	-0.0015	0.0008
Si	0.0064	0.0022	-0.001
Si	0.0038	-0.0003	0.0006
Si	-0.0022	0.0052	0.0047
Si	0.0002	-0.0033	-0.001
Si	-0.0011	0.0007	0
Si	0.0016	0.002	0.0027
Si	0.0003	-0.0036	0.0006
Si	0.0016	0.0021	0.001
Si	-0.0004	0.0008	-0.0006
Si	0	0.0001	-0.0008
Si	0.001	0.0001	0.0024
Si	-0.0007	0.0031	0.0007
Si	0.0019	0.001	-0.0003
Si	0.0009	-0.0025	0.0012
Si	-0.0002	-0.0004	0.0024
Si	-0.0012	0.0013	0.0012
Si	-0.0015	0.0015	-0.0001
Si	-0.0003	0	0.0002
Si	0.0002	-0.0004	0.0012
Si	-0.0003	-0.001	0.0005
Si	0.0024	-0.0004	0.0017
Si	0.0012	0.001	0.0008
Si	0.0021	-0.0009	0.0008
Si	0.0015	0.0008	0.0013
Si	0.0004	0.0002	0.0008
Si	0.0006	0.0017	0.0004
Si	-0.001	-0.0025	0.0016
Si	0.0009	0.001	-0.0005
Si	0.0006	0.0003	0.0012
Si	-0.0007	0.001	0.0004
Si	-0.0004	-0.0003	0.0001
Si	0.0035	0.0017	0.0002
Si	0.0003	-0.0001	0.0024
Si	-0.0016	0	-0.0008
Si	0.0028	0.001	0.002
Si	-0.0011	-0.0006	0.0007
Si	0.0002	0	0.0008
Si	-0.0001	0.0001	0.0011
Si	0.0021	0.0033	0.0018
Si	0.0023	-0.0035	0.0014
Si	0.0058	-0.0009	0.0006
Si	-0.001	0.0049	-0.0021
Si	-0.0016	0.0051	0.0029
Si	-0.0022	0.0031	0.0006
Si	-0.0017	0.0075	0.0016
Si	0.0051	-0.0052	0.0038
Si	0.0025	-0.0018	0.0012
Si	-0.0096	0.0074	0.0024
Si	-0.0056	-0.0122	-0.0517
Si	0.0057	-0.0033	0.0023
Si	0.002	-0.0021	0.0035
Si	0.0068	0.0127	-0.0652
Si	0.0014	0.003	0.0043
Si	-0.0045	0.0032	-0.0083
Si	-0.0039	0.0034	-0.0009
Si	-0.0003	0.0042	0.002
Si	0.0155	-0.0374	-0.1801
Si	0.0015	-0.008	-0.0798
Si	-0.0071	0.0076	-0.0005
Si	0.0107	0.0122	-0.0116
Si	0.0034	-0.0359	-0.1998
Si	0.0161	0.0161	-0.2219
Si	0.0037	-0.0102	0.0054
Si	-0.036	-0.014	-0.2264
Si	0.0021	-0.0101	-0.2078
Si	-0.0057	0.0043	-0.003
Si	-0.0337	-0.0188	-0.2288
Si	0.0262	0.0356	-0.1548
Si	-0.0023	0.0017	0.0028
Si	0.0138	0.0161	-0.1713
Si	-0.0218	0.0356	-0.1059
Si	0.0017	0.0308	-0.2727
Si	0.0054	-0.052	-0.2371
Si	-0.0114	-0.0237	-0.1974
Si	0.0049	-0.0111	-0.002
Si	0.0314	0.0081	-0.1738
Si	0.005	-0.0452	-0.1774
Si	0.0102	-0.0086	0.0114
Si	-0.034	0.0115	-0.1671
Si	-0.0015	0.0028	-0.012
Si	0.0161	0.0017	-0.199
Si	0.0171	-0.014	-0.2335
Si	0.0056	-0.0044	0.0064
Si	0.0007	-0.0012	-0.0987
Si	0.0024	0.0045	0.0206
Si	0.0177	-0.0079	-0.0494
Si	0.007	-0.0047	-0.161
Si	-0.0126	-0.0082	-0.1976
Si	-0.0051	0.0147	-0.1509
Si	0.013	0.0084	-0.2451
Si	-0.0515	-0.0172	-0.2335
Si	-0.0038	0.018	-0.2066
Si	-0.0008	0.0067	0.0023
Si	0.0484	-0.005	-0.2252
Si	-0.0142	0.0065	-0.0802
O	-0.0106	0.0129	0.0761
O	-0.0445	-0.0374	0.1066
O	-0.0165	0.0332	0.0725
O	0.0186	0.048	0.0605
O	0.0117	0.0674	0.1658
O	0.0255	-0.0434	0.0647
O	-0.0312	-0.0422	0.1433
O	-0.0186	-0.0374	0.1378
O	-0.0244	-0.0601	0.0869
O	0.0004	0.0059	0.0712
O	-0.024	0.0275	0.1513
O	-0.0065	0.0152	0.0865
O	0.0043	0.0399	0.1462
O	-0.0298	0.0409	0.1859
O	0.0217	0.0069	0.0745
O	-0.0022	0.0052	0.0628
O	-0.0138	-0.0118	0.1845
O	-0.0098	0.0519	0.0975
O	0.0035	0.0638	0.1053
O	-0.0203	0.0418	0.0751
O	0.0771	0.0049	0.1356
O	0.0321	0.011	0.1616
O	0.0006	0.0509	0.0997
O	0.0251	-0.0423	0.0741
O	-0.0223	0.0442	0.0939
O	-0.0518	-0.0341	0.109
O	-0.0414	0.0292	0.0961
O	0.0432	-0.0505	0.1949
O	0.0033	0.0083	0.086
O	0.0374	-0.0225	0.0859
O	0.0316	-0.0341	0.0673
O	-0.0399	0.0004	0.0996
O	0.0081	-0.0105	0.0858
O	0.0402	0.0699	0.1926
O	0.0259	0.054	0.1136
O	0.0377	0.0107	0.0842
O	-0.0195	0.0465	0.0865
O	0.0328	-0.0245	0.1221
O	-0.0053	-0.0128	0.0729
O	-0.0106	-0.0276	0.0995
O	0.0586	-0.0298	0.1966
O	0.0181	-0.0086	0.0984
O	0.0171	0.0113	0.0505
O	-0.0397	0.0135	0.1413
O	0.0044	-0.0289	0.0978
O	0.0319	0.0175	0.1282
O	-0.0537	0.0238	0.1246
O	0.0186	-0.0425	0.2105
O	0.0216	-0.0207	0.061
O	-0.0505	-0.0044	0.0896
O	0.0158	-0.0658	0.2128
O	0.0459	0.0453	0.103
O	-0.0467	-0.0169	0.1253
O	0.0361	0.0423	0.1184
O	0.0232	-0.0292	0.085
O	-0.017	0.0211	0.0629
O	0.0105	-0.009	0.0882
O	0.0186	-0.0039	0.0756
O	-0.0384	-0.0863	0.1693
O	-0.0502	0.0174	0.097
O	-0.0187	-0.033	0.2204
O	-0.031	0.031	0.0512
O	-0.0131	0.0192	0.0891
O	0.0252	-0.0392	0.0867

The program warned: the cutoff lies below the one the program advises for these potential files; the forces do not sum to zero within the program's tolerance; empty levels may hold ghost states of the PAW files; the exchange-correlation potential is rough where the density is thin.
